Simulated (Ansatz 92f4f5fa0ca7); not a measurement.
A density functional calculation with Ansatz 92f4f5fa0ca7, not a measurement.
Periodic cell of 223 atoms, Si131O90As2, from a study of silicon, its oxide and their interface. The atomic structure is a simulated model.
Doubt: the cutoff is far below the 930 eV that the study's wrapper takes by default for these files, so forces and energies are approximate.
This geometry differs little from another in the collection (a relaxation step or a small displacement).

Settings: functional PBE; potential files Ansatz PAW; basis plane waves; wave-function cutoff 580 eV; density cutoff ratio 5; exchange-correlation grid ratio 1; k mesh 1 x 1 x 1, Gamma-centred; self-consistency stop 5e-08 eV per atom in the density residual; occupations fixed; spin none; net charge 0.

Cell vectors (angstrom)
a  10.938  0  0
b  0  10.938  0
c  0  0  32.1988

Atoms: element, x, y, z (angstrom)
Si  10.6349  0.1558  24.7824
Si  5.7525  10.6513  24.7277
Si  2.5856  2.9088  24.5546
Si  8.5169  2.4772  24.8524
Si  0.2904  5.1085  24.7817
Si  5.1572  5.7165  24.6753
Si  2.9534  7.9989  24.6052
Si  7.994  8.442  24.7067
As  1.9931  0.6803  25.225
Si  6.8752  1.3031  26.0717
Si  4.0302  4.106  26.0186
Si  9.6454  4.0466  26.1762
Si  1.4141  6.8063  25.9849
Si  6.8242  6.8162  25.9833
Si  4.1612  9.4808  26.0172
Si  9.4913  9.6002  26.1648
Si  2.7956  -0.0667  27.3468
Si  8.1728  0.0059  27.5514
As  0.1253  2.5891  27.4266
Si  5.464  2.7366  27.3405
Si  2.7069  5.4536  27.4442
Si  8.1993  5.4669  27.371
Si  0.0037  8.171  27.3602
Si  5.5029  8.136  27.4311
Si  4.0799  1.3841  28.725
Si  9.5519  1.3922  28.8678
Si  1.3294  4.1207  28.8347
Si  6.8192  4.1079  28.7404
Si  4.0949  6.8137  28.7959
Si  9.5547  6.8394  28.7527
Si  1.3587  9.5725  28.7248
Si  6.7968  9.5492  28.8348
Si  0.0073  -0.007  30.1462
Si  5.4369  0.0174  30.1448
Si  2.7275  2.7408  30.1397
Si  8.1729  2.7631  30.162
Si  -0.0264  5.4919  30.16
Si  5.4683  5.4607  30.1485
Si  2.7271  8.2128  30.1317
Si  8.2063  8.2009  30.1547
Si  1.3673  1.3673  31.515
Si  6.8362  1.3673  31.515
Si  4.1018  4.1018  31.515
Si  9.5708  4.1018  31.515
Si  1.3673  6.8362  31.515
Si  6.8362  6.8362  31.515
Si  4.1018  9.5708  31.515
Si  9.5708  9.5708  31.515
Si  2.7345  0  0.6835
Si  8.2035  0  0.6835
Si  0  2.7345  0.6835
Si  5.469  2.7345  0.6835
Si  2.7345  5.469  0.6835
Si  8.2035  5.469  0.6835
Si  0  8.2035  0.6835
Si  5.469  8.2035  0.6835
Si  4.1221  1.3606  2.0558
Si  9.5664  1.3568  2.053
Si  1.3693  4.1212  2.0374
Si  6.8481  4.0879  2.0576
Si  4.1041  6.8301  2.0543
Si  9.5784  6.8364  2.0509
Si  1.3815  9.5508  2.0524
Si  6.8284  9.5917  2.0502
Si  -0.0027  -0.032  3.3893
Si  5.4897  0.0133  3.4696
Si  2.7765  2.7824  3.3659
Si  8.1929  2.6996  3.4475
Si  0.021  5.4808  3.4321
Si  5.4841  5.4662  3.4076
Si  2.7692  8.2098  3.4472
Si  8.2098  8.2274  3.3803
Si  1.3958  1.3901  4.6332
Si  6.8489  1.3493  4.9046
Si  4.1589  4.0855  4.8028
Si  9.5792  4.0841  4.7606
Si  1.4176  6.8308  4.8171
Si  6.831  6.8867  4.7296
Si  4.1392  9.5764  4.8461
Si  9.5607  9.552  4.79
Si  2.7502  0.1103  6.0598
Si  8.2106  -0.0599  6.2636
Si  0.0329  2.6732  6.0395
Si  5.4805  2.726  6.2899
Si  2.8192  5.4767  6.1782
Si  8.1788  5.4793  6.0424
Si  0.0175  8.1864  6.1523
Si  5.5352  8.2217  6.2311
Si  3.843  1.5714  7.6015
Si  9.8443  1.1415  7.4479
Si  1.6355  3.7973  7.3093
Si  6.6562  4.4149  7.4801
Si  4.4122  6.632  7.5416
Si  9.374  6.947  7.4055
Si  1.1453  9.9176  7.2934
Si  7.1681  9.2285  7.6675
O  8.3222  8.0906  7.9113
O  2.7231  2.7349  7.9535
O  9.6819  1.4209  24.3095
O  4.0669  6.8488  24.1115
O  0.0313  0.0246  7.9532
O  5.5299  5.5077  8.0314
O  6.8773  9.5528  24.1689
O  1.3332  3.9354  24.2146
O  3.8697  7.3896  8.9278
O  0.8158  4.3715  8.5995
O  9.8209  6.1739  8.8014
O  2.1144  9.3857  8.505
O  7.5121  3.927  8.8054
O  4.28  0.9207  9.067
O  6.7453  9.5574  9.2238
O  9.2193  1.8622  8.7929
O  7.8562  3.2381  23.554
O  10.488  5.7646  23.4718
O  5.0425  0.4151  23.4239
O  5.8119  4.9697  23.3626
O  3.2961  2.4727  23.1168
O  2.2627  8.7357  23.2759
O  8.714  7.7621  23.3853
O  -0.0705  10.1593  23.4533
Si  4.4943  1.5795  22.4253
Si  3.5098  7.9188  14.0271
Si  7.1374  0.9449  14.6538
Si  0.9158  9.2911  22.4973
Si  1.1984  4.3027  11.8752
Si  6.2883  8.9512  15.3092
Si  0.6981  1.3606  12.2919
Si  8.6614  4.9335  20.4997
Si  0.3342  5.71  9.3606
Si  5.1267  3.1075  17.9277
Si  0.9071  3.7305  16.7422
Si  10.4266  2.8192  19.2202
Si  5.2937  1.177  10.3451
Si  0.9132  0.1517  19.855
Si  6.6617  9.4572  10.8621
Si  9.3658  9.6606  18.3233
Si  9.4094  9.2397  12.5669
Si  6.667  3.8107  22.5975
Si  2.4492  8.0677  9.3772
Si  10.6145  7.3532  17.0694
Si  2.536  6.277  16.5736
Si  10.1988  4.4797  14.1843
Si  6.1672  9.1674  18.5059
Si  7.979  2.5724  9.5766
Si  8.8996  2.1371  12.4448
Si  5.3655  6.2272  18.0578
Si  3.9545  0.5413  19.4533
Si  4.2939  3.8358  12.0417
Si  5.5637  6.5953  12.1301
Si  8.039  2.4848  17.2092
Si  4.3816  2.4721  14.9543
Si  1.5615  1.2017  15.2505
Si  1.5905  9.4064  12.0438
Si  8.0732  6.84  13.8567
Si  10.4041  9.8255  15.4832
Si  9.8656  6.9539  22.5479
Si  8.1376  5.4655  17.3991
O  6.065  7.9551  11.2862
O  6.0512  9.1907  16.8886
O  7.7012  1.3526  13.1853
O  0.9121  1.739  13.8626
O  9.4539  6.2404  16.8705
O  6.7839  6.192  13.1241
O  5.1561  4.6427  18.6007
O  9.2561  2.1309  18.2613
O  2.3952  0.0741  19.0892
O  9.439  10.221  16.7654
O  2.8059  4.4339  11.7029
O  5.0928  10.3041  19.0908
O  9.4462  3.2304  13.4906
O  0.4828  1.7414  19.9544
O  3.1749  1.3543  15.0541
O  8.1974  5.3553  19.0121
O  3.9197  6.5832  17.383
O  4.6044  3.2751  16.372
O  9.0848  5.6562  14.3056
O  5.71  2.6047  22.091
O  10.6991  4.1357  15.68
O  0.363  3.8475  18.2778
O  10.4544  10.4891  19.223
O  9.6619  10.0168  14.0266
O  11.0166  7.9764  22.0214
O  1.2147  2.1472  16.5253
O  9.7485  3.7147  20.4082
O  8.1641  4.0132  16.6719
O  -0.0219  9.0988  11.9043
O  6.6108  2.403  17.9977
O  5.5964  10.713  11.1939
O  7.7763  9.5756  18.8399
O  10.0495  1.0177  12.0524
O  1.3233  6.9533  9.0652
O  0.646  4.7564  13.347
O  5.7345  7.6054  18.9719
O  5.2544  5.0805  11.5103
O  2.7356  6.9707  15.1118
O  0.9343  2.7368  11.4617
O  0.885  10.6731  15.5406
O  2.424  8.5784  10.9136
O  4.7106  2.4265  11.266
O  4.2701  3.5048  13.671
O  2.2247  4.6677  16.4862
O  10.7276  8.2378  15.6916
O  6.9461  10.2777  14.6559
O  2.3619  8.9438  13.4252
O  8.0528  1.504  15.898
O  4.1496  6.9873  12.852
O  4.1981  1.99  18.6966
O  7.3275  4.4497  21.2745
O  8.4268  2.9234  11.1005
O  1.2042  6.8508  17.3529
O  5.6732  1.5638  14.7444
O  8.1476  9.7503  11.5871
O  9.2515  6.2561  21.225
O  8.9817  7.7067  12.848
O  1.6742  0.1127  11.8791
O  6.6716  6.1282  17.0548
O  7.4177  7.788  15.0301
O  1.237  10.2741  21.2398
O  10.0545  8.1812  18.3491
O  4.0073  0.8487  21.061
O  0.3491  5.3265  10.9282
O  6.7113  1.5671  9.6382
O  4.7965  8.6942  14.6816

Results
free energy: -144176.705 eV
free energy less fixed offsets of As -4856.12, O -568.88, Si -635.61 eV per atom: -0.355 eV

Forces (eV/angstrom), in the order of the atoms: element, x, y, z
Si  0.0601  0.0339  -0.0325
Si  -0.0169  -0.0002  0.0087
Si  -0.0379  -0.0276  -0.0016
Si  -0.0172  0.0204  0.0168
Si  -0.0107  0.0093  0.0058
Si  -0.0056  0.0179  0.031
Si  -0.0007  0.0118  0.0211
Si  -0.0085  -0.0038  0.0151
As  0.064  -0.0724  0.0136
Si  0.0142  0.0056  -0.0074
Si  0.0118  -0.0006  0.0063
Si  -0.0169  0.0165  0.03
Si  0.0052  -0.0082  0.0002
Si  -0.0069  0.0086  0.0108
Si  0.0114  -0.018  -0.0095
Si  -0.0007  -0.0294  0.0089
Si  -0.0113  0.0198  -0.065
Si  -0.0197  0.0059  0.002
As  -0.0003  0.0089  -0.0015
Si  -0.0057  -0.0031  -0.0073
Si  -0.0073  0.0139  -0.0126
Si  0.0072  -0.0055  -0.0232
Si  0.0083  0.0031  -0.0086
Si  -0.0102  0.0034  -0.0362
Si  0.0124  0.0002  0.0152
Si  -0.018  0.0269  0.0237
Si  -0.0282  0.0141  0.0175
Si  0.0088  0.0009  0.0133
Si  0.0077  -0.0069  0.0051
Si  -0.0059  -0.0047  0.0128
Si  -0.0058  -0.0118  0.0185
Si  0.0126  -0.0086  0.0057
Si  -0.0025  -0.0062  0.001
Si  -0.0015  0.0111  -0.0028
Si  0.0061  0.0041  0.0024
Si  0.0002  -0.0149  -0.0068
Si  0.0164  0.0009  -0.0058
Si  -0.0002  -0.0004  -0.0086
Si  -0.009  0.0004  -0.0058
Si  0.0007  -0.001  -0.0073
Si  0.0975  -0.0646  -0.0341
Si  -0.1286  0.0587  -0.0348
Si  0.0229  -0.0728  -0.0005
Si  -0.1301  0.1243  0.0737
Si  -0.0245  0.1448  -0.0735
Si  0.0574  -0.0875  0.0078
Si  -0.1687  0.0407  -0.0521
Si  0.0527  -0.0288  0.0167
Si  0.0502  -0.0408  0.1343
Si  -0.0416  0.0512  -0.1032
Si  -0.047  -0.0156  0.0607
Si  0.0659  -0.0895  0.0432
Si  -0.0195  0.148  -0.14
Si  0.0783  -0.0913  0.1174
Si  0.1316  -0.0735  0.0067
Si  -0.0051  0.0318  0.0551
Si  0.002  -0.0004  0.0003
Si  0.0017  -0.0025  -0.0013
Si  0.0001  0  -0.0025
Si  -0.0009  -0.0018  0.0008
Si  0.0006  -0.0017  0.0008
Si  0.0007  0.0017  -0.0006
Si  0.0019  -0.0025  0.0009
Si  0.0021  0.0007  -0.0006
Si  0.0019  0.005  0.0059
Si  -0.0027  -0.0009  -0.0023
Si  -0.0032  -0.0037  0.006
Si  -0.0001  0.0042  -0.0019
Si  -0.0017  -0.0011  -0.0021
Si  -0.0004  0.001  0.0056
Si  -0.0015  -0.0003  -0.0032
Si  0.0001  -0.0009  0.0073
Si  -0.0006  -0.0017  -0.0113
Si  -0.0004  -0.0011  0.0025
Si  0.0019  0.0024  -0.0058
Si  -0.0002  -0.0006  0.0008
Si  0.0008  0.0028  0.0011
Si  0.0007  -0.0003  -0.0048
Si  0.0011  0.0016  0.0017
Si  -0.0042  -0.0025  -0.0063
Si  0.0015  0.0002  0.0037
Si  0.0005  0.0014  0.0002
Si  -0.0008  -0.0003  0.0046
Si  -0.0013  -0.0021  -0.0001
Si  0  0.0005  0.0016
Si  -0.0006  0.0015  0.003
Si  0.0002  -0.0022  0.0003
Si  0.0016  0  0.0031
Si  -0.0017  -0.0034  -0.0057
Si  0.0018  0.0013  -0.0048
Si  -0.0035  -0.0009  -0.0017
Si  0.0017  0.0047  -0.0007
Si  0.0023  0.0019  -0.0033
Si  -0.0026  0.0023  -0.0058
Si  0.0007  0.0032  -0.0013
Si  -0.0032  -0.0024  -0.0077
O  -0.0024  -0.0052  0.0051
O  0.001  -0.001  -0.0002
O  -0.0274  -0.0007  0.0104
O  0.0002  -0.0076  -0.0266
O  0.0018  0.0016  0.0016
O  0.0014  -0.0004  -0.0001
O  0.0079  0.0059  -0.0125
O  0.0059  0.0113  0.0079
O  -0.0024  0.001  0.0002
O  -0.0007  0.0012  -0.0002
O  0.0033  -0.001  0.0012
O  0.0003  -0.0026  0.0008
O  0.0005  -0.0028  -0.0004
O  0.0015  0.001  0.0035
O  -0.0006  0.001  0.0031
O  -0.0017  0.001  0.0016
O  -0.0001  -0.0007  -0.0116
O  0.0032  -0.0007  -0.0071
O  0.0086  -0.0099  0.0062
O  0.0021  0.0005  -0.0096
O  0.004  0.0106  0.007
O  0.0033  -0.0033  0.002
O  -0.0033  -0.002  -0.0047
O  -0.0157  -0.0072  0.0133
Si  -0.0036  -0.0082  0.0028
Si  -0.0005  0.0003  0.0009
Si  0.0006  -0.0001  0.0013
Si  0.0185  -0.0035  0.0036
Si  -0.0006  0.0004  0.0024
Si  0.0002  -0.0005  0.001
Si  -0.0006  -0.0006  0.0027
Si  0.0018  -0.0008  0.0005
Si  -0.002  0.0007  0.002
Si  -0.0009  -0.0015  0.0008
Si  -0.0008  -0.0004  0.0013
Si  0.0011  -0.0007  0.0023
Si  -0.0003  -0.001  0.0012
Si  0.0006  -0.0021  0.0062
Si  -0.0004  0.0012  0.0008
Si  0.002  0.0011  0.0016
Si  -0.0009  0.0001  0.0027
Si  -0.003  -0.0017  -0.0055
Si  0.0007  0.0011  0.0016
Si  0.0001  0.0004  0.0013
Si  -0.0011  0.0002  0.0002
Si  -0.0006  -0.0004  0.0011
Si  0.0004  0.0018  -0.0007
Si  0.0015  0.001  0.0014
Si  0.0002  0  0.0012
Si  -0.0005  -0.0015  -0.0014
Si  -0.0018  0.0004  0.0058
Si  0.0006  -0.0002  0.0026
Si  0.0001  0.0002  0.0029
Si  0.0007  -0.0012  0.0006
Si  0.0001  -0.0001  0.0011
Si  -0.0008  -0.0002  0.0002
Si  0.0007  -0.0005  0.0022
Si  0.0001  -0.0004  0.0022
Si  -0.0002  0  0.0008
Si  0.0044  0.0048  -0.0062
Si  0.001  -0.0005  0.0023
O  -0.0008  -0.0022  -0.0022
O  -0.0005  -0.0002  -0.0005
O  -0.0012  -0.0015  -0.001
O  0.001  -0.0003  -0.001
O  0  -0.0003  -0.0016
O  0.0006  0  -0.003
O  0.0001  0.0001  -0.0011
O  -0.0013  -0.0002  -0.0021
O  0.0013  0  -0.0025
O  -0.0003  -0.0007  -0.0017
O  -0.0001  -0.0007  -0.0033
O  0.002  -0.002  -0.0019
O  0.0004  0.0004  -0.0022
O  -0.0007  -0.0004  -0.0016
O  0.0004  -0.0001  -0.0025
O  -0.0005  0.0005  -0.0016
O  0.0009  -0.0002  -0.0016
O  0.0003  0.0001  -0.001
O  -0.0001  -0.0002  -0.0027
O  0.0016  -0.001  -0.0063
O  0.0008  -0.0002  -0.0007
O  0.0006  0.0001  -0.0024
O  -0.0018  -0.001  -0.003
O  0.0003  0.0002  -0.0012
O  -0.001  -0.0008  -0.0056
O  -0.0001  -0.0001  -0.0018
O  -0.0003  -0.0001  -0.0016
O  -0.0001  0  -0.0019
O  -0.0005  0.0001  -0.0035
O  -0.0003  0.0002  -0.0005
O  -0.0006  -0.0001  -0.0021
O  -0.0011  -0.001  -0.0014
O  0.0001  0.0005  -0.0027
O  -0.0005  -0.0022  -0.0032
O  -0.0008  -0.0001  -0.0021
O  -0.0003  -0.001  -0.0006
O  -0.0002  0.0005  -0.003
O  -0.0002  -0.0011  -0.0012
O  -0.0001  -0.0002  -0.0035
O  -0.0001  -0.0007  -0.0017
O  -0.0011  -0.0001  -0.0009
O  -0.0007  0.0011  -0.0018
O  0.0001  -0.0012  -0.0007
O  0.0003  -0.0003  -0.0024
O  0.0001  -0.0006  -0.0023
O  -0.0006  -0.0003  -0.0021
O  0.0006  -0.0005  -0.0016
O  -0.0002  0.0006  -0.0012
O  -0.0008  0.0005  -0.002
O  0.0006  0.0006  -0.0024
O  0.0045  0.0009  -0.0014
O  0.0006  -0.0003  -0.0002
O  0.0002  -0.0006  -0.0012
O  0.0003  0.0006  -0.0025
O  0.0012  -0.0003  -0.0021
O  -0.0017  -0.0046  -0.0009
O  -0.0003  -0.0007  -0.0025
O  -0.0004  -0.0002  -0.0041
O  -0.0011  0  -0.0015
O  -0.0006  0.0004  -0.002
O  -0.0027  0.0017  -0.0088
O  0.0001  -0.0008  -0.0014
O  0.0007  -0.0002  -0.0081
O  0.0005  -0.001  -0.0015
O  -0.0013  -0.0005  -0.0029
O  0.0001  -0.0001  -0.0023

The program warned: the cutoff lies below the one the program advises for these potential files; the forces do not sum to zero within the program's tolerance; the exchange-correlation potential is rough where the density is thin.
